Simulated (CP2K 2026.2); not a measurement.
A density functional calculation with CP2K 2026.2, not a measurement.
Periodic cell of 432 atoms, Si324O108, from a study of silicon, its oxide and their interface. The atomic structure is a simulated model.
Doubt: the forces sum to 1.43 eV/angstrom along one axis rather than to zero, so they err by at least 0.0033 eV/angstrom per atom on average; the grid cutoff is modest.

Settings: functional PBE; method Gaussian and plane waves; basis set DZVP-MOLOPT-SR-GTH; pseudopotentials GTH-PBE; grid cutoff 300 Ry, relative cutoff 40 Ry; k points Gamma only; occupations fixed; spin none; net charge 0.

Cell vectors (angstrom)
a 16.32 0 0
b 0 16.32 0
c -2.4371 -5.2743 29.6186

Atoms and the computed forces on them: element, x, y, z (angstrom), force x, y, z (eV/angstrom)
Si 1.465 -1.637 0.239 -0.129 0.266 0.716
Si 3.773 1.593 0.032 0.147 -0.218 0.718
Si 1.519 3.793 -0.047 -0.105 0.278 0.696
Si 4.273 6.55 0.088 -0.168 0.124 0.783
Si 1.278 -6.534 0.134 0.058 -0.289 0.681
Si 3.772 -3.812 0.132 0.366 -0.232 0.655
Si 7.06 -1.532 0.095 -0.128 0.062 0.689
Si 9.883 1.16 -0.046 -0.188 0.186 0.701
Si 6.425 4.254 -0.073 0.276 -0.134 0.697
Si 9.344 6.969 0.2 0.056 -0.239 0.744
Si 7.076 9.151 0.059 -0.139 0.274 0.738
Si -7.103 -3.792 0.044 0.154 -0.116 0.745
Si -4.234 -1.103 -0.053 0.175 -0.221 0.677
Si -1.542 1.68 0.092 0.072 -0.215 0.723
Si -3.626 4.001 0.103 -0.273 -0.007 0.668
Si -1.7 7.127 0.1 0.228 -0.048 0.736
Si -4.051 -7.112 0.137 -0.019 0.264 0.626
Si -1.047 -4.41 0.033 -0.309 0.159 0.746
Si 2.697 -0.008 1.38 -0.017 -0.002 -0.017
Si 5.365 2.715 1.34 -0.026 0.002 -0.04
Si 2.661 5.385 1.306 0.004 -0.026 -0.052
Si 5.461 8.097 1.391 -0.014 -0.013 -0.066
Si 2.785 -5.433 1.488 -0.022 -0.001 -0.033
Si 5.436 -2.684 1.367 0.001 0.003 -0.036
Si 8.256 0.062 1.307 0.011 -0.01 -0.052
Si -5.332 2.778 1.264 0.021 -0.005 -0.05
Si 8.095 5.329 1.277 -0.029 0.001 -0.043
Si -5.473 8.095 1.572 -0.014 -0.022 -0.017
Si 8.108 -5.44 1.314 0.02 -0.001 -0.028
Si -5.422 -2.68 1.27 -0.007 0.024 -0.055
Si -2.712 0.042 1.325 0.005 0.012 -0.049
Si 0.015 2.763 1.432 -0.01 -0.002 -0.049
Si -2.616 5.505 1.53 -0.005 0.019 -0.036
Si 0 8.201 1.327 -0.003 -0.006 -0.066
Si -2.756 -5.481 1.278 0.004 0.013 -0.055
Si -0.091 -2.798 1.474 0.002 -0.028 -0.047
Si 1.332 1.332 2.75 0.001 -0.003 0.026
Si 4.022 4.063 2.731 0.004 0.012 0.033
Si 1.341 6.792 2.666 0 -0.001 0.003
Si 4.136 9.481 2.756 0.001 -0.01 0.005
Si 1.361 -4.09 2.816 0.001 0.007 0.029
Si 4.107 -1.313 2.739 0.012 -0.006 0.027
Si 6.815 1.376 2.643 -0.013 -0.026 0.004
Si 9.529 4.041 2.633 0.012 0.015 0.012
Si 6.808 6.717 2.73 -0.002 -0.011 0.046
Si 9.486 -6.743 2.756 -0.02 -0.001 0.03
Si 6.751 -4.111 2.711 0.02 0.021 0.017
Si -6.743 -1.32 2.699 -0.001 -0.004 0.032
Si -4.05 1.403 2.711 0.01 0.01 0.031
Si -1.26 4.14 2.834 0.004 -0.016 0.041
Si -4.086 6.749 2.865 0.014 0.005 0.01
Si -1.379 -6.788 2.718 0.007 0.008 0.028
Si -4.082 -4.069 2.634 -0.026 -0.021 0.003
Si -1.425 -1.355 2.726 0.01 0.019 0
Si -0.032 -0.024 4.09 0.016 -0.002 0.005
Si 2.702 2.694 4.103 0.005 0.019 -0.013
Si 0.068 5.49 4.159 0.014 -0.003 0.013
Si 2.716 8.131 4.054 -0.013 -0.002 0.003
Si -0.019 -5.46 4.121 -0.016 -0.004 -0.016
Si 2.736 -2.689 4.1 -0.011 0.008 0.005
Si 5.483 0.029 4.066 -0.016 0.011 0.024
Si 8.171 2.712 4.031 -0.002 0.011 -0.013
Si 5.412 5.409 4.089 -0.01 0.002 0.004
Si 8.146 -8.177 4.075 0.001 -0.011 -0.028
Si 5.448 -5.456 4.119 -0.003 0.017 0.006
Si 8.171 -2.716 4.019 -0.001 0.003 -0.019
Si -5.411 0.032 4.08 -0.006 0.008 -0.016
Si -2.69 2.741 4.093 -0.01 -0.007 -0.01
Si -5.488 5.376 4.106 0.002 -0.016 0.017
Si -2.706 8.171 4.122 0.039 -0.009 -0.017
Si -5.43 -5.399 4.064 0.016 0.001 -0.001
Si -2.767 -2.724 4.066 -0.015 -0.001 -0.003
Si 1.351 -1.359 16.387 -0.003 0.006 0.007
Si 4.04 1.329 16.302 0.007 0.007 -0.007
Si 1.374 4.114 16.321 -0.002 -0.007 0.007
Si 4.098 6.821 16.284 -0.009 -0.012 -0.01
Si 1.314 -6.798 16.281 0.008 0.012 0.005
Si 4.076 -4.049 16.305 0.004 -0.011 0.011
Si 6.814 -1.36 16.295 -0.007 -0.013 0.01
Si -6.755 1.381 16.313 -0.009 -0.005 -0.009
Si 6.786 4.029 16.281 -0.003 0.008 0.002
Si -6.765 6.804 16.289 -0.007 0.001 0.011
Si 6.81 -6.809 16.34 0.002 -0.003 -0.006
Si -6.84 -4.126 16.301 -0.008 0.001 0.002
Si -4.073 -1.358 16.325 0.017 0.002 0.019
Si -1.39 1.357 16.321 0.002 -0.002 0.016
Si -4.068 4.074 16.366 -0.005 0.006 0.016
Si -1.383 6.775 16.325 0.016 0.006 0.006
Si -4.06 9.534 16.318 -0.015 -0.003 0.024
Si -1.326 -4.027 16.324 0.012 -0.007 -0.002
Si 2.718 0.005 17.742 -0.001 -0.009 -0.008
Si 5.388 2.68 17.637 0.005 0.005 -0.026
Si 2.761 5.494 17.664 0.002 0 -0.026
Si 5.432 8.158 17.682 0.006 0.006 -0.005
Si 2.649 -5.4 17.6 0.002 0.025 -0.031
Si 5.458 -2.7 17.669 -0.015 -0.002 -0.034
Si 8.196 0.011 17.62 -0.001 0.002 -0.017
Si -5.395 2.689 17.742 0.007 -0.012 0
Si 8.201 5.377 17.569 0.018 0.005 -0.047
Si -5.418 8.17 17.676 0.003 -0.017 -0.028
Si 8.175 -5.487 17.733 0.01 0.001 -0.003
Si -5.474 -2.756 17.605 -0.005 0.001 -0.014
Si -2.739 0.008 17.725 -0.004 0.009 -0.03
Si -0.02 2.744 17.629 -0.011 0.004 -0.035
Si -2.729 5.446 17.744 0.006 0.007 -0.005
Si -0.024 -8.177 17.653 -0.003 -0.007 -0.019
Si -2.681 -5.391 17.642 -0.004 -0.007 -0.016
Si -0.017 -2.692 17.783 -0.009 -0.004 0.001
Si 1.317 1.409 19.018 -0.015 -0.002 0.064
Si 4.091 4.092 19.012 0.002 -0.002 0.041
Si 1.385 6.847 19.024 -0.012 0.016 0.029
Si 3.995 -6.756 18.93 0.007 -0.002 0.053
Si 1.36 -4.085 19.101 0.017 -0.019 0.033
Si 4.103 -1.359 19.089 0.008 -0.02 0.057
Si 6.776 1.317 18.952 0.002 -0.008 0.043
Si -6.788 4.062 19.019 -0.018 0.026 0.051
Si 6.857 6.727 18.909 0.006 0.01 0.066
Si -6.752 9.492 19.111 0 0.021 0.044
Si 6.799 -4.098 19.033 -0.001 -0.001 0.029
Si 9.549 -1.363 18.964 0.019 0.008 0.032
Si -4.08 1.329 19.176 0.01 -0.013 0.056
Si -1.354 4.061 19.06 0.005 -0.016 0.051
Si -4.082 6.832 19.096 -0.004 0.017 0.058
Si -1.359 -6.783 18.996 -0.002 0.001 0.04
Si -4.1 -4.068 18.966 0.01 -0.003 0.035
Si -1.387 -1.311 19.145 -0.008 0 0.044
Si -0.206 0.307 20.421 0.051 -0.217 -0.733
Si 2.433 3.025 20.284 0.163 -0.121 -0.722
Si 0.233 5.267 20.298 -0.208 0.126 -0.724
Si 2.476 8.475 20.338 0.037 -0.148 -0.703
Si 0.192 -5.696 20.373 -0.081 0.209 -0.695
Si 2.986 -2.957 20.389 -0.203 0.121 -0.738
Si 5.764 -0.276 20.36 -0.306 0.247 -0.7
Si 7.938 2.854 20.242 0.18 -0.133 -0.74
Si 5.796 5.14 20.244 -0.197 0.094 -0.745
Si 8.416 7.791 20.271 -0.019 0.226 -0.762
Si 5.123 -5.21 20.241 0.165 -0.003 -0.713
Si 8.023 -2.529 20.27 0.152 -0.282 -0.66
Si -5.288 -0.29 20.443 -0.107 0.225 -0.732
Si -2.452 2.488 20.446 -0.156 0.142 -0.781
Si -5.67 5.635 20.36 0.201 -0.109 -0.776
Si -2.921 -7.858 20.368 0.068 -0.23 -0.754
Si -5.131 -5.633 20.378 -0.25 0.07 -0.694
Si -3.058 -2.486 20.334 0.203 -0.015 -0.725
Si -1.544 6.659 22.506 0.029 -0.036 -0.18
Si 8.096 2.377 -4.956 -0.047 0.031 -0.041
Si 1.121 1.648 -4.216 -0.011 0.139 0.003
Si 6.786 -7.159 -2.951 -0.119 -0.073 0.049
Si -6.847 -6.442 -4.274 -0.024 -0.103 -0.019
Si 4.014 -6.921 -4.39 0.131 -0.05 0.068
Si -4.768 7.591 -4.314 -0.07 0.069 -0.009
Si 2.942 -4.078 -4.969 0.075 0.034 -0.007
Si -7.282 0.963 22.557 -0.075 -0.08 -0.133
Si 6.983 6.423 -4.376 0.069 0.091 -0.061
Si 1.105 -1.609 22.474 0.027 0.006 -0.054
Si 4.2 -2.969 -2.536 0.067 -0.049 0.095
Si -5.24 5.497 -1.992 0.097 0.001 0.095
Si 3.195 7.755 23.255 0.075 -0.024 -0.079
Si -5.308 -5.325 -1.981 -0.021 -0.076 0.106
Si 2.518 8.045 -2.056 -0.022 0.105 0.121
Si 3.189 2.884 23.184 0.026 0.067 -0.116
Si 6.148 3.697 -3.03 0.136 -0.102 0.106
Si -4.713 0.58 -4.144 0.009 0.026 -0.017
Si 5.036 -0.323 -1.956 -0.035 0.057 0.114
Si 6.269 -0.25 23.21 -0.026 0.031 -0.027
Si -3.776 4.411 22.558 0.036 0.023 -0.146
Si 0.741 4.33 -3.077 0.055 -0.097 0.089
Si -0.097 -0.118 -2.046 -0.131 0.08 0.156
Si -6.11 2.573 -2.685 0.091 -0.102 0.159
Si 3.367 3.555 -4.131 -0.06 0.018 -0.064
Si -7.504 -0.52 -4.761 0.04 0.172 -0.005
Si 6.227 -1.567 -4.087 -0.143 -0.086 0.011
Si 7.045 -6.627 22.173 0.044 0.027 -0.118
Si -2.129 -7.151 -4.04 0.038 0.042 0.062
Si -7.061 -4.375 22.366 0.07 0.009 0.009
Si -2.772 -1.503 -2.875 -0.14 0.04 0.172
Si -2.505 -4.306 -2.634 0.099 -0.146 -0.047
Si -0.366 6.894 -2.642 -0.096 0.165 -0.03
Si 5.133 5.404 23.182 -0.076 0.016 -0.078
Si -1.205 -3.83 22.416 0.066 -0.048 -0.079
Si 1.355 -1.354 5.451 0.02 0.005 0.019
Si 4.101 1.361 5.439 0.003 -0.012 0.009
Si 1.39 4.078 5.482 0.002 0.003 0.019
Si 4.071 6.789 5.442 -0.001 -0.006 0.007
Si 1.36 9.491 5.442 -0.002 -0.007 0.007
Si 4.079 -4.078 5.448 -0.007 -0.001 0.013
Si 6.821 -1.364 5.411 0.012 -0.003 0.003
Si 9.515 1.361 5.425 -0.001 0.001 0.006
Si 6.807 4.061 5.419 0 -0.002 0.005
Si 9.51 6.791 5.441 -0.009 0.012 0.009
Si 6.804 -6.823 5.457 0.002 -0.005 0.01
Si 9.521 12.265 5.421 -0.004 0.003 0
Si -4.091 -1.355 5.445 0.008 0.009 0.012
Si -1.362 1.357 5.453 0.006 0.012 0.011
Si -4.088 4.055 5.456 -0.002 0.003 0.011
Si -1.345 6.819 5.481 -0.001 0.006 0.013
Si -4.083 -6.775 5.439 -0.016 0.006 0.003
Si -1.383 -4.07 5.436 0.006 0.016 0.009
Si 2.728 0.006 6.797 -0.002 0 0.001
Si 5.455 2.715 6.804 -0.001 0.003 0.001
Si 2.741 5.437 6.834 0.002 -0.006 0.003
Si 5.428 -8.168 6.807 -0.006 0.003 -0.002
Si 2.715 -5.448 6.794 -0.007 0.008 0.003
Si 5.455 -2.717 6.787 -0.001 0 -0.006
Si 8.165 -0.006 6.79 0.001 -0.004 0.002
Si 10.872 2.703 6.81 -0.005 0 -0.005
Si 8.147 5.433 6.795 -0.004 0.003 -0.001
Si 10.88 8.162 6.787 0.008 -0.003 0.003
Si 8.174 10.88 6.783 0.004 -0.006 -0.004
Si 10.867 -2.708 6.805 -0.008 0.008 0
Si -2.721 -0.006 6.807 -0.006 -0.009 -0.001
Si -0.001 2.72 6.811 0.011 0.003 0.001
Si -2.727 5.439 6.801 0.004 0.005 0
Si 0.013 8.163 6.839 -0.004 -0.01 0
Si -2.729 -5.425 6.811 0.006 -0.003 -0.008
Si -0.009 -2.722 6.797 -0.003 0.004 0.006
Si 1.368 1.363 8.162 0.012 0.007 -0.005
Si 4.102 4.074 8.177 0.008 0.021 0.001
Si 1.37 6.794 8.185 0.002 -0.003 -0.002
Si 4.075 -6.8 8.163 -0.001 -0.011 -0.008
Si 1.353 -4.085 8.153 -0.01 -0.004 -0.005
Si 4.087 -1.362 8.15 -0.005 -0.002 -0.002
Si 6.806 1.349 8.159 -0.004 0 -0.005
Si 9.515 4.078 8.157 0.006 -0.002 -0.006
Si 6.792 6.791 8.161 -0.004 -0.004 0
Si 9.523 9.52 8.152 -0.001 0.012 -0.007
Si 6.81 -4.084 8.148 0.001 0.001 -0.008
Si 9.516 -1.354 8.168 -0.004 -0.004 0.004
Si -4.085 1.348 8.167 -0.008 -0.004 0.001
Si -1.365 4.081 8.163 -0.011 -0.009 -0.006
Si -4.081 6.806 8.155 0.006 0.004 -0.004
Si -1.361 -6.787 8.17 0.009 0.004 -0.001
Si -4.09 -4.069 8.166 0.004 0.002 -0.004
Si -1.359 -1.362 8.165 0.006 0.008 -0.005
Si 0.004 0.001 9.517 0 -0.001 -0.003
Si 2.725 2.72 9.526 0.003 0.005 -0.002
Si -0.002 5.434 9.528 0.005 0.005 0.001
Si 2.724 -8.156 9.536 -0.004 0.001 0.002
Si -0.001 -5.432 9.529 -0.001 0.007 0.004
Si 2.719 -2.72 9.505 0.005 -0.005 -0.004
Si 5.44 -0.005 9.52 0.002 -0.001 0
Si 8.161 2.714 9.52 -0.004 -0.001 -0.002
Si 5.448 5.438 9.538 0.001 -0.006 0.004
Si 8.16 8.159 9.509 -0.003 -0.001 -0.005
Si 5.444 -5.439 9.511 -0.005 0.005 -0.003
Si 8.158 -2.724 9.519 0.002 0.002 -0.002
Si -5.44 -0.005 9.532 0.004 -0.001 0.004
Si -2.725 2.718 9.517 0.001 0.001 -0.004
Si -5.44 5.44 9.512 -0.004 0.005 -0.003
Si -2.721 -8.157 9.52 0 -0.002 0
Si -5.443 -5.441 9.52 -0.003 -0.01 -0.001
Si -2.723 -2.716 9.525 0.001 0.002 0.003
Si 1.364 -1.358 10.873 0.001 0 0
Si 4.082 1.357 10.883 -0.003 0.003 0.001
Si 1.359 4.074 10.886 0.002 -0.004 0
Si 4.082 -9.52 10.892 0.004 0.002 -0.001
Si 1.361 -6.791 10.888 -0.001 -0.006 0.001
Si 4.079 -4.079 10.866 -0.002 0.002 -0.004
Si 6.796 -1.369 10.881 -0.002 -0.009 0.001
Si 9.518 1.356 10.884 0.001 0.004 0.002
Si 6.809 4.074 10.888 0.001 0.008 0.001
Si 9.521 6.8 10.87 0 -0.001 -0.002
Si 6.801 9.517 10.872 0.003 -0.003 -0.003
Si 9.521 -4.08 10.882 -0.003 0.001 0
Si -4.076 -1.359 10.891 -0.003 0 0.007
Si -1.359 1.361 10.873 0 0.003 -0.001
Si -4.08 4.082 10.875 -0.001 -0.003 0.001
Si -1.358 6.804 10.879 -0.001 -0.001 0.001
Si -4.085 -6.8 10.881 0.003 0.009 0.002
Si -1.364 -4.075 10.886 0.005 -0.004 0.004
Si 2.713 0.006 12.241 0.005 -0.001 0.006
Si 5.445 2.714 12.242 0.008 0.009 0.007
Si 2.715 5.438 12.244 -0.008 -0.002 0.007
Si 5.445 -8.157 12.244 -0.001 -0.001 0.009
Si 2.727 -5.429 12.241 0.008 0.008 0.001
Si 5.426 -2.723 12.236 -0.008 -0.008 0
Si 8.162 -0.015 12.239 -0.009 -0.003 0.002
Si 10.88 2.722 12.235 -0.004 -0.002 0.005
Si 8.171 5.441 12.238 0.004 -0.002 0.001
Si 10.881 8.15 12.237 -0.008 -0.004 0
Si 8.159 10.876 12.233 0 -0.001 0.001
Si 10.884 -2.722 12.246 0.008 0.002 0.006
Si -2.712 0.008 12.243 0.008 0.004 0
Si -0.005 2.713 12.243 -0.006 -0.006 0
Si -2.713 5.438 12.235 0.001 0.006 0.001
Si -0.004 8.17 12.241 0.007 0.006 0.006
Si -2.73 -5.436 12.24 -0.007 -0.014 0.005
Si 0.003 -2.713 12.236 -0.002 0.003 0.003
Si 1.344 1.355 13.611 0.002 0 0.002
Si 4.077 4.073 13.597 0 -0.001 0.003
Si 1.354 6.807 13.597 -0.002 0.002 0.001
Si 4.088 -6.789 13.602 -0.005 0.002 0
Si 1.365 -4.065 13.597 -0.004 -0.006 -0.001
Si 4.067 -1.357 13.596 0.002 0.001 -0.002
Si 6.804 1.344 13.594 0.002 -0.004 -0.002
Si 9.53 4.084 13.599 0 0.002 0.001
Si 6.809 -9.522 13.595 0.004 -0.001 -0.004
Si 9.521 9.514 13.591 -0.005 0 0.005
Si 6.787 -4.091 13.586 0 0.003 0.002
Si 9.525 -1.368 13.608 -0.002 -0.005 -0.003
Si -4.078 1.369 13.595 0 0.003 -0.001
Si -1.359 4.077 13.602 0.003 0.005 -0.003
Si -4.07 6.792 13.595 0 -0.006 0
Si -1.373 9.527 13.598 0.002 0.009 -0.006
Si -4.077 -4.075 13.614 0.003 -0.003 -0.004
Si -1.348 -1.35 13.601 0.003 -0.001 0.005
Si -0.002 -0.006 14.994 -0.004 -0.006 -0.005
Si 2.704 2.723 14.959 -0.006 0.004 -0.01
Si -0.004 5.445 14.958 0.001 -0.005 -0.009
Si 2.714 8.175 14.947 0 0.002 -0.013
Si -0.015 -5.415 14.939 -0.002 -0.006 -0.009
Si 2.703 -2.694 14.972 0 0.006 0.002
Si 5.434 -0.008 14.952 0.003 0.003 -0.009
Si 8.177 2.702 14.94 -0.002 0.004 -0.014
Si 5.446 5.432 14.944 0.007 -0.003 -0.013
Si 8.165 -8.161 14.959 0.001 -0.008 -0.004
Si 5.445 -5.437 14.977 0.001 0.001 -0.002
Si 8.148 -2.741 14.942 0.001 0 -0.011
Si -5.423 0 14.956 -0.002 -0.002 -0.009
Si -2.728 2.728 14.967 0.001 0.004 -0.003
Si -5.411 5.426 14.964 0.002 -0.001 -0.006
Si -2.721 8.156 14.962 0.002 -0.002 -0.006
Si -5.441 -5.452 14.955 0.004 0 -0.008
Si -2.707 -2.7 14.961 -0.002 -0.001 -0.011
O -5.379 -0.014 -0.473 -0.352 0.036 -0.159
O 1.813 3.53 23.743 -0.498 0.05 -0.345
O -4.287 3.942 23.998 -0.152 -0.213 -0.038
O 5.382 5.465 -0.433 0.055 -0.048 -0.557
O -0.758 1.101 -1.211 0.199 0.375 -0.173
O 6.446 -6.836 -1.405 -0.204 0.447 0.026
O 1.362 4.175 20.76 0.16 0.194 0.172
O -4.856 6.343 -3.295 0.087 -0.185 -0.198
O -0.557 -5.135 21.715 0.02 -0.282 0.452
O -4.169 -1.408 20.894 0.006 0.078 0.544
O 0.605 -0.266 21.72 0.102 0.32 0.392
O -4.013 -6.734 20.861 0.071 0.063 0.346
O 4.423 1.027 -1.361 0.123 0.286 -0.392
O -6.805 6.716 20.842 0.22 0.053 0.191
O 0.133 -5.475 -0.334 -0.094 0.057 -0.533
O 8.111 -2.677 -0.447 -0.049 0.091 -0.536
O 2.679 2.088 -4.195 0.503 -0.4 0.251
O 5.48 -6.644 -3.754 0.108 0.231 -0.227
O -8.141 -5.505 22 -0.042 -0.015 -0.115
O 5.323 5.812 21.637 -0.246 0.6 0.079
O 0.811 -1.051 -1.117 0.165 -0.446 -0.186
O 3.253 7.91 21.651 0.395 -0.043 0.046
O -2.891 -8.158 -0.368 0.208 -0.263 -0.399
O 1.162 7.22 -2.257 0.133 -0.357 0.188
O 6.731 -6.875 23.718 0.133 -0.453 0.114
O 2.239 4.616 -3.646 0.155 0.572 0.044
O 2.645 2.672 -0.456 0.167 0.01 -0.419
O 5.803 -1.794 23.483 -0.269 -0.255 -0.25
O 6.875 -1.442 20.659 0.021 0.042 0.167
O -2.501 -3.316 21.614 -0.292 -0.103 0.36
O -2.607 2.823 -0.426 0.048 -0.123 -0.551
O -0.107 -2.659 22.398 -0.212 0.292 -0.013
O -7.564 -3.015 21.652 -0.117 0.107 0.344
O 5.406 -0.263 -3.537 -0.214 0.44 -0.387
O -5.989 4.124 -2.327 -0.075 0.096 0.227
O -3.947 5.006 -1.153 0.291 0.264 -0.178
O -3.618 -7.717 -3.796 -0.107 0.142 0.332
O -3.532 -1.602 -1.439 0.081 -0.278 -0.005
O 6.849 3.977 20.711 -0.098 0.021 0.459
O -5.001 -6.684 -1.139 -0.097 -0.403 0.055
O -2.709 5.59 22.774 0.126 -0.082 0.25
O 0.815 4.243 -1.449 -0.123 0.212 -0.058
O -7.843 2.121 21.582 -0.015 0.429 0.059
O 5.459 0.264 21.883 -0.444 0.507 0.162
O 0.867 0.45 -3.191 0.462 -0.253 -0.04
O -5.033 4.951 21.694 -0.293 -0.257 0.1
O -6.146 -0.163 -3.978 -0.051 -0.344 0.412
O -2.668 -2.98 -3.553 -0.096 -0.061 -0.604
O 5.704 -6.103 21.465 -0.447 -0.102 0.374
O 5.72 -4.451 24.181 -0.29 -0.184 -0.669
O -8.038 8.104 -0.297 -0.033 0.251 -0.007
O 2.46 -2.872 -0.116 -0.235 -0.273 0.117
O -6.176 -7.917 -4.447 -0.006 -0.172 -0.053
O 4.216 6.604 23.772 -0.019 0.122 0.67
O 1.477 -1.305 24.016 0.349 0.431 0.084
O -6.058 0.216 21.797 0.126 -0.155 0.286
O 8.146 -6.396 -3.349 0.188 0.482 0.453
O 3.572 -7.148 23.96 -0.131 0.23 -0.171
O -0.372 5.954 21.643 0.259 -0.074 0.362
O -6.94 2.58 -4.038 0.248 0.153 -0.275
O -3.549 -0.478 -3.837 0.139 -0.039 -0.407
O 3.176 -7.94 -3.476 -0.044 -0.274 -0.301
O -6.889 1.823 -1.474 -0.197 -0.149 -0.215
O 7.112 7.609 -3.289 0.181 -0.239 0.257
O 6.566 5.251 23.933 0.309 0.216 -0.16
O 4.084 -4.09 20.854 0.09 0.185 0.214
O -1.322 1.399 20.944 -0.05 0.017 0.366
O 3.608 7.184 -1.247 0.228 0.028 -0.239
O -1.046 8.157 -3.379 0.137 0.111 -0.1
O -3.089 3.167 21.785 0.08 -0.137 0.323
O 6.785 2.612 -4.044 -0.43 -0.248 -0.322
O 3.031 -3.177 -3.628 -0.68 0.422 0.296
O 6.442 5.171 -3.562 0.017 0.164 0.189
O -1.489 -3.888 -1.445 0.085 0.242 -0.406
O 6.383 -0.733 -1.152 0.23 0.332 -0.2
O -6.221 6.417 -1.12 -0.197 0.244 -0.238
O 1.684 7.36 23.631 -0.161 0.076 -0.426
O 2.396 -2.245 21.736 0.012 0.14 0.587
O 4.391 3.967 23.288 0.29 -0.145 0.177
O 7.583 -8.006 21.565 -0.543 -0.386 0.409
O -4.716 1.81 -3.069 0.253 0.181 0.44
O 6.756 3.555 -1.525 0.224 -0.469 -0.254
O -6.948 -4.158 23.957 0.021 0.114 0.202
O -2.175 7.909 21.707 0.263 0.285 0.455
O -1.271 -0.982 -2.698 0.296 -0.085 -0.16
O 5.655 -2.865 -3.274 0.324 -0.447 0.146
O 4.551 3.506 -3.046 -0.262 0.076 0.364
O -6.487 -4.475 -1.294 -0.448 -0.141 -0.393
O 7.867 -0.086 22.963 0.302 -0.541 0.024
O 3.966 -1.533 -1.798 -0.543 0.129 0.365
O -6.749 1.701 23.883 0.278 0.266 0.004
O -5.659 -4.873 21.729 0.1 0.153 0.496
O 3.121 -5.602 -4.501 -0.439 -0.173 0.029
O 0.241 2.939 -3.751 -0.688 0.01 -0.203
O -1.165 6.51 -1.297 -0.008 -0.795 -0.091
O -1.679 -4.145 23.92 -0.451 -0.478 -0.097
O -2.033 -5.65 -3.409 0.229 0.063 -0.229
O -7.975 5.968 -5.135 0.345 0.235 0.301
O -0.276 5.52 -3.503 -0.078 -0.058 -0.744
O 4.263 -4.138 -1.409 0.355 -0.398 -0.221
O 1.317 -6.793 20.856 -0.074 -0.004 0.193
O 2.115 -6.961 -1.203 -0.08 0.505 -0.24
O 3.021 2.391 21.662 0.263 -0.286 0.033
O -5.726 -5.56 -3.517 0.463 0.445 -0.406
O -3.934 -4.511 -1.925 0.006 0.162 0.171
O -0.911 7.165 23.903 -0.199 0.363 0.189
O 3.511 1.599 24.094 -0.262 -0.34 -0.232
O 7.78 -1.264 -3.778 0.166 -0.065 0.437

Results
total energy: -82023.198 eV
total energy less fixed offsets of O -438.25, Si -107.07 eV per atom: -1.518 eV
